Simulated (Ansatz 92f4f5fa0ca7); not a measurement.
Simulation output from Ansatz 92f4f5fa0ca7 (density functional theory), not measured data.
Periodic cell of 237 atoms, Si147O90, from a study of silicon, its oxide and their interface. The atomic structure is a simulated model.
Doubt: the cutoff is far below the 930 eV that the study's wrapper takes by default for these files, so forces and energies are approximate.
This geometry differs little from another in the collection (a relaxation step or a small displacement).

Settings
functional: PBE
potential files: Ansatz PAW
basis: plane waves
wave-function cutoff: 580 eV
density cutoff ratio: 5
exchange-correlation grid ratio: 1
k mesh: 1 x 1 x 1, Gamma-centred
self-consistency stop: 5e-08 eV per atom in the density residual
occupations: fixed
spin: none
net charge: 0

Cell vectors (angstrom)
a  11.6015  0  0
b  0  10.938  0
c  0  0  33.1796

Atoms: element, x, y, z (angstrom)
Si  -0.2042  0.2374  24.6213
Si  3.7001  -0.0102  24.5372
Si  7.7101  -0.0847  24.536
Si  1.8558  1.4256  24.7136
Si  5.7566  1.178  24.297
Si  9.4652  1.5672  24.511
Si  0.1242  5.4174  24.287
Si  3.7351  5.6291  24.461
Si  7.6721  5.3103  24.7452
Si  1.7956  7.0218  24.212
Si  5.8153  6.7697  24.6441
Si  9.5538  6.664  24.4389
Si  1.8581  2.8528  26.5408
Si  5.6731  2.6793  26.2832
Si  9.5859  2.7873  26.5065
Si  -0.0849  4.168  26.3666
Si  3.8017  4.1898  26.4106
Si  7.6086  3.9847  26.6058
Si  1.853  8.3153  26.2637
Si  5.7515  8.1871  26.516
Si  9.6887  8.1343  26.3784
Si  -0.0911  9.6428  26.4358
Si  3.8409  9.5643  26.4444
Si  7.7305  9.4883  26.4592
Si  -0.0233  0.0154  28.3807
Si  3.8285  0.0072  28.3534
Si  7.7089  0.0019  28.338
Si  1.9025  1.3716  28.3775
Si  5.7442  1.3613  28.2885
Si  9.6506  1.3466  28.3671
Si  -0.0292  5.4976  28.327
Si  3.822  5.5017  28.3589
Si  7.6807  5.4923  28.397
Si  1.8893  6.8839  28.2501
Si  5.7591  6.8227  28.4102
Si  9.6399  6.822  28.344
Si  1.9336  2.7345  30.2803
Si  5.8008  2.7345  30.2803
Si  9.6679  2.7345  30.2803
Si  0  4.1018  30.2803
Si  3.8672  4.1018  30.2803
Si  7.7343  4.1018  30.2803
Si  1.9336  8.2035  30.2803
Si  5.8008  8.2035  30.2803
Si  9.6679  8.2035  30.2803
Si  0  9.5708  30.2803
Si  3.8672  9.5708  30.2803
Si  7.7343  9.5708  30.2803
Si  0  0  32.2139
Si  3.8672  0  32.2139
Si  7.7343  0  32.2139
Si  1.9336  1.3673  32.2139
Si  5.8008  1.3673  32.2139
Si  9.6679  1.3673  32.2139
Si  0  5.469  32.2139
Si  3.8672  5.469  32.2139
Si  7.7343  5.469  32.2139
Si  1.9336  6.8362  32.2139
Si  5.8008  6.8362  32.2139
Si  9.6679  6.8362  32.2139
Si  1.9336  2.7345  0.9679
Si  5.8008  2.7345  0.9679
Si  9.6679  2.7345  0.9679
Si  0  4.1018  0.9679
Si  3.8672  4.1018  0.9679
Si  7.7343  4.1018  0.9679
Si  1.9336  8.2035  0.9679
Si  5.8008  8.2035  0.9679
Si  9.6679  8.2035  0.9679
Si  0  9.5708  0.9679
Si  3.8672  9.5708  0.9679
Si  7.7343  9.5708  0.9679
Si  0.0215  0.0007  2.9138
Si  3.9233  0.0144  2.8713
Si  7.7732  -0.0199  2.917
Si  1.9768  1.319  2.8431
Si  5.8523  1.3788  2.9016
Si  9.6819  1.3495  2.9134
Si  0.0242  5.4354  2.9197
Si  3.8739  5.473  2.9313
Si  7.7924  5.49  2.8921
Si  1.9455  6.8369  2.9015
Si  5.8248  6.797  2.8822
Si  9.7261  6.8306  2.9007
Si  2.0082  2.6534  4.7504
Si  5.8634  2.882  4.7515
Si  9.654  2.63  4.9104
Si  0.0365  3.9199  4.775
Si  3.8753  4.1296  4.9038
Si  7.8414  4.176  4.8489
Si  1.9945  8.2604  4.8036
Si  5.8514  8.1864  4.7759
Si  9.7814  8.1458  4.8705
Si  0.0337  9.6275  4.8962
Si  3.9526  9.5964  4.7932
Si  7.8099  9.46  4.8045
Si  0.0136  0.0555  6.922
Si  4.0404  0.0743  6.7059
Si  7.6148  -0.1334  6.7105
Si  2.0354  1.3291  6.7075
Si  5.9507  1.5075  6.6105
Si  9.5163  1.2687  6.9544
Si  0.2082  5.2408  6.6728
Si  3.9931  5.5354  6.889
Si  7.892  5.5619  6.8351
Si  1.9729  6.7994  6.67
Si  5.9121  6.8736  6.7399
Si  9.9727  6.7386  6.8279
O  5.7891  7.7567  8.1512
O  7.8062  4.5989  8.1842
O  11.7574  9.9926  8.2448
O  9.04  2.2327  8.2529
O  7.1021  10.044  8.1337
O  10.4309  7.6809  8.1473
O  1.5789  7.7381  7.9948
O  6.3257  2.3567  8.0194
O  0.3885  4.3832  8.1125
O  4.361  10.0418  8.0288
O  4.1798  4.8187  8.3858
O  2.2953  2.4936  7.8745
O  1.5393  7.5281  22.6011
O  6.0148  1.7407  22.7462
O  -0.4264  10.2137  23.291
O  2.0264  2.2495  23.2825
O  3.5219  4.541  23.2081
O  3.2558  10.0064  23.2022
O  9.4147  2.565  23.1567
O  6.1938  7.8084  23.4016
O  8.9556  7.53  23.128
O  7.5543  4.4653  23.3104
O  7.8222  9.9177  23.1471
O  0.7922  4.5011  23.0059
Si  -1.9246  10.5115  12
Si  3.8869  -3.0143  16.5884
Si  2.2147  3.7255  22.633
Si  2.7606  8.85  19.3219
Si  10.5676  3.3717  13.3168
Si  1.3268  3.3015  8.9074
Si  12.2888  7.5365  21.1693
Si  3.8244  4.5698  9.9611
Si  3.4986  5.3465  14.9116
Si  8.6875  6.5086  15.4085
Si  11.631  1.6024  11.0638
Si  -0.2991  10.2246  21.6742
Si  5.8814  11.2666  16.8898
Si  7.5816  8.3515  22.7336
Si  0.2305  8.4064  8.6377
Si  10.1186  15.3362  17.3774
Si  0.8136  4.2826  15.3805
Si  5.7068  9.3132  8.6275
Si  8.8112  0.1155  19.9831
Si  2.8691  10.4232  21.6692
Si  15.7848  6.5658  12.2845
Si  6.8603  8.3416  17.0388
Si  8.5473  1.6554  17.27
Si  7.6678  3.0491  8.6821
Si  6.2589  3.0623  11.389
Si  10.122  5.6077  20.2904
Si  13.7758  10.8007  12.4245
Si  3.598  2.2357  20.4256
Si  6.2636  5.1312  13.7809
Si  10.992  6.2616  13.7032
Si  8.987  1.0936  14.4093
Si  4.6786  9.5128  11.6007
Si  8.5745  3.6951  22.2963
Si  6.833  11.2193  12.5724
Si  3.1144  0.5958  18.0492
Si  11.7015  8.479  11.788
Si  6.5196  1.9063  21.1908
Si  3.4307  10.8088  15.373
Si  8.0948  8.0612  19.762
O  12.8641  10.6377  21.3652
O  8.7843  9.5064  19.4726
O  16.4723  3.5382  10.6707
O  9.7889  7.1276  14.3706
O  7.3484  11.517  20.6285
O  21.0615  5.643  16.5562
O  5.4887  7.786  16.3856
O  9.2739  2.6522  14.0018
O  8.0955  10.6869  11.6616
O  3.9721  8.163  12.1587
O  9.217  0.8594  15.9982
O  10.8687  2.7812  11.8534
O  3.4341  10.5545  11.4087
O  10.3214  4.6993  18.9615
O  12.7436  9.5371  12.4636
O  0.4466  8.2528  10.2271
O  3.1711  -5.0359  13.3908
O  -0.0351  6.13  20.8345
O  7.6595  3.0685  21.1147
O  7.4373  0.7286  14.0231
O  6.8489  -0.9725  17.0307
O  6.0721  12.4458  11.8282
O  7.4898  3.1257  10.3048
O  9.9789  11.0816  13.5169
O  9.0433  3.193  17.2128
O  8.0603  7.833  16.0896
O  11.8655  14.1223  14.2969
O  2.448  4.1851  15.4077
O  10.1432  8.9619  11.9346
O  11.9755  2.176  9.5889
O  5.7221  6.3372  12.8052
O  3.6011  8.0386  18.1949
O  2.9317  1.9427  18.9536
O  5.7318  10.0338  12.7415
O  3.3023  9.2187  15.7763
O  -1.0084  0.3586  10.8959
O  5.2324  -8.4708  20.3194
O  11.813  7.0683  12.5709
O  2.668  3.4332  21.0731
O  0.4522  5.7908  14.8484
O  1.5933  7.8511  19.8469
O  -0.4858  8.6764  21.2144
O  2.2605  -0.6715  18.6482
O  3.2743  6.5543  15.9864
O  3.5509  9.291  20.6923
O  11.6183  4.0424  16.792
O  9.1566  6.8429  19.8646
O  5.0387  15.6965  14.8355
O  5.0178  0.3308  15.4823
O  3.8913  5.9586  10.804
O  7.0479  7.759  18.5507
O  7.2833  8.1945  21.1555
O  10.1377  11.1598  20.9813
O  2.2865  4.0002  10.0301
O  3.5609  0.9063  21.3569
O  5.5427  9.32  10.2394
O  10.2575  4.9442  13.0773
O  7.5672  5.5923  14.6355
O  20.6861  1.0328  18.6692
O  4.7321  11.1891  18.067
O  12.978  12.108  11.8766
O  9.5683  4.7339  21.5505
O  2.6338  0.7842  16.4956
O  6.6074  3.8963  12.7558
O  2.7731  11.0722  13.9207
O  6.902  1.5941  17.1053

Results
free energy: -144631.776 eV
free energy less fixed offsets of O -568.88, Si -635.61 eV per atom: 2.094 eV

Forces (eV/angstrom), in the order of the atoms: element, x, y, z
Si  0.0311  0.0723  0.0766
Si  0.1062  0.0969  0.0231
Si  0.0535  0.1031  -0.0539
Si  -0.0196  -0.1051  -0.0373
Si  -0.1199  -0.0632  0.0437
Si  -0.0433  -0.0841  0.0729
Si  -0.1359  0.0245  0.0238
Si  -0.0943  0.0653  -0.0475
Si  -0.0936  0.1071  -0.0098
Si  0.0821  0.0333  0.1806
Si  0.0298  -0.1171  0.0191
Si  0.2109  -0.0529  -0.0279
Si  -0.0124  -0.0358  -0.01
Si  -0.0242  -0.0861  -0.0746
Si  0.064  -0.1086  -0.0714
Si  -0.0405  0.1049  -0.0359
Si  0.0533  0.0452  -0.0475
Si  -0.0468  0.0336  0.0201
Si  -0.0078  -0.1268  -0.062
Si  0.0168  -0.0703  0.0053
Si  -0.0588  -0.0675  -0.0417
Si  0.0402  0.0633  -0.03
Si  -0.0209  0.0576  -0.0555
Si  0.0632  0.0387  -0.0073
Si  -0.0106  -0.0423  0.0342
Si  -0.0227  -0.0537  0.0523
Si  -0.0542  -0.0688  0.0064
Si  0.0135  0.0562  -0.0159
Si  0.0738  0.0629  0.0436
Si  -0.0109  0.0594  0.0406
Si  0.0329  -0.0751  0.0353
Si  -0.0156  -0.0375  0.0552
Si  0.0516  -0.0528  0.0152
Si  -0.0084  0.0807  -0.0025
Si  -0.0441  0.0503  -0.0095
Si  -0.0236  0.0777  0.0341
Si  -0.0092  0.0219  0.2485
Si  0.0004  -0.0511  -0.3886
Si  -0.0618  0.0365  0.0216
Si  0.0502  0.0472  -0.2261
Si  -0.1375  0.0362  -0.0216
Si  -0.0077  -0.0194  0.2576
Si  -0.034  0.0101  -0.3867
Si  -0.0468  0.1367  0.3091
Si  -0.0363  0.0243  -0.1059
Si  0.0218  -0.0627  0.1649
Si  -0.0504  0.0023  0.0305
Si  -0.0566  0.0446  -0.0104
Si  0.008  0.0505  0.031
Si  -0.0294  0.0175  -0.0275
Si  0.0096  0.0456  -0.0163
Si  -0.0015  0.0389  -0.0072
Si  -0.0181  -0.0763  -0.0163
Si  0.0181  -0.0541  0.0351
Si  -0.0053  0.0749  -0.0055
Si  0.0201  0.0604  0.0184
Si  -0.0092  -0.0142  0.0246
Si  0.0041  -0.1173  -0.0671
Si  0.0105  0.0234  0.0396
Si  -0.0152  -0.0588  0.0085
Si  0.0183  -0.0234  -0.205
Si  0.0923  0.0425  -0.054
Si  -0.0124  -0.0222  0.1424
Si  0.0476  -0.0655  0.0026
Si  -0.0525  -0.0052  0.2405
Si  0.0766  0.0357  0.0315
Si  -0.0558  0.0273  -0.02
Si  -0.0006  -0.096  -0.0233
Si  0.1279  0.0262  0.0224
Si  -0.0281  -0.0052  0.0617
Si  0.147  -0.0707  -0.0875
Si  -0.024  -0.043  0.0658
Si  -0.009  -0.0772  0.0089
Si  0.0165  -0.0469  -0.0065
Si  -0.0204  -0.039  0.0018
Si  -0.0031  0.0553  -0.0146
Si  0.0138  0.0487  0.0285
Si  0.0232  0.0537  -0.003
Si  0.0379  -0.0321  0.0037
Si  -0.0147  -0.06  -0.0029
Si  -0.0066  -0.0569  -0.0078
Si  -0.0101  0.0474  0.0061
Si  0.0033  0.0714  -0.0103
Si  -0.0048  0.0412  -0.0015
Si  0.0539  -0.0691  0.0121
Si  0.0048  -0.0566  -0.0074
Si  -0.0046  -0.079  0.0489
Si  -0.06  0.0508  -0.0152
Si  -0.022  0.0942  0.0371
Si  -0.0048  0.0738  0.0256
Si  -0.0195  -0.0638  -0.0055
Si  -0.0145  -0.0833  0.0047
Si  -0.016  -0.0899  0.0423
Si  0.0044  0.0604  -0.0001
Si  -0.0049  0.0728  0.0196
Si  0.0247  0.0872  0.0119
Si  0.0182  0.1054  0.0037
Si  0.0564  0.0952  -0.0226
Si  0.0821  0.1062  -0.0238
Si  -0.0468  -0.0857  0.0032
Si  -0.0552  -0.1239  -0.0148
Si  -0.0516  -0.0946  -0.0647
Si  -0.0508  0.0894  0.0307
Si  -0.0327  0.0726  -0.0629
Si  0.0128  0.0494  -0.0416
Si  0.0994  -0.1037  -0.0039
Si  0.0301  -0.0558  0.0001
Si  -0.0084  -0.0466  -0.0566
O  -0.0058  0.0573  -0.0014
O  -0.0186  -0.058  0.0199
O  0.0054  -0.0483  -0.0087
O  -0.0162  0.0568  0.0338
O  -0.067  -0.0502  0.0224
O  0.0507  0.0485  0.0131
O  -0.0448  0.0301  -0.008
O  0.0401  0.0365  0.011
O  0.0374  -0.0406  -0.0159
O  0.0092  -0.0407  -0.0004
O  0.0162  -0.0337  0.0512
O  0.0013  0.0284  -0.016
O  -0.032  0.0436  -0.1764
O  0.046  0.0109  -0.0797
O  -0.0089  -0.0242  -0.0574
O  0.0146  0.0452  0.043
O  0.0011  -0.0473  0.0192
O  -0.0641  -0.0191  -0.0268
O  -0.0362  0.0899  -0.0662
O  0.0853  0.0341  -0.0005
O  -0.0924  0.0149  0.0487
O  0.0429  -0.0234  0.0151
O  -0.0114  -0.0733  0.0373
O  0.0872  -0.0872  -0.0437
Si  -0.0064  -0.0111  0.0359
Si  -0.0011  0.0319  0.0182
Si  -0.0357  0.0533  0.013
Si  -0.0194  0.009  0.0005
Si  -0.0055  -0.0292  0.0067
Si  -0.0077  0.0262  -0.0057
Si  0.0262  -0.0252  0.0255
Si  -0.0117  -0.018  0.016
Si  0.0037  0.018  -0.0088
Si  -0.0064  -0.0009  0.0141
Si  0.0249  -0.0153  0.0296
Si  0.0149  -0.01  -0.0212
Si  -0.0183  -0.0028  0.0094
Si  -0.023  0.0675  0.0002
Si  -0.0358  -0.0054  -0.0156
Si  -0.0023  -0.0016  0.0228
Si  -0.0146  -0.0073  0.0132
Si  0.0151  -0.0002  -0.0456
Si  -0.0068  -0.0219  -0.0289
Si  0.0221  -0.0018  0.0095
Si  0.001  0.0305  0.0086
Si  -0.0016  -0.0112  0.0363
Si  0.007  -0.0173  0.0094
Si  0.0141  0.019  -0.0276
Si  -0.0099  -0.0071  0.026
Si  0.0355  0.0171  -0.0043
Si  -0.0053  -0.0139  0.0241
Si  -0.0068  -0.0047  -0.0189
Si  0.0026  -0.0031  -0.0178
Si  0.0089  0.0147  0.009
Si  -0.0073  -0.0232  0.0139
Si  -0.0001  0.0077  0.0716
Si  0.0292  -0.0147  0.0056
Si  -0.0215  -0.0171  0.0138
Si  -0.0179  0.0128  0.0197
Si  0.0193  0.0449  0.0129
Si  -0.0181  0.0028  0.0054
Si  -0.0251  -0.0022  -0.0138
Si  0.0049  0.0141  -0.0128
O  -0.0252  -0.0069  0.0368
O  0.0024  0.0229  0.0265
O  0.0054  -0.0018  -0.027
O  0.0004  -0.0016  -0.0094
O  0.0159  -0.0123  0.0198
O  0.0002  0.0032  -0.0054
O  -0.0004  -0.0049  -0.0135
O  0.0011  0.011  -0.0138
O  0.0125  0.0077  -0.0203
O  -0.0067  -0.0219  -0.0201
O  0.0079  0.0004  0.0079
O  -0.0105  0.0175  -0.0163
O  -0.0113  -0.0014  -0.0334
O  -0.0018  -0.0213  -0.0257
O  -0.0186  -0.0191  -0.0365
O  -0.011  0.0002  0.0707
O  -0.0012  -0.0215  0.0137
O  -0.0325  0.0064  0.0052
O  -0.0037  0.0005  0.0074
O  0.0234  0.0138  -0.002
O  -0.0021  0.0013  -0.0078
O  0.0056  -0.0087  -0.0227
O  -0.0071  0  0.0127
O  -0.0068  0.0152  -0.0037
O  0.0006  0.0035  0.0014
O  0.0104  -0.0069  -0.0191
O  0.0129  0.0088  -0.0049
O  -0.0021  -0.0037  -0.0021
O  0.0063  -0.0004  -0.0298
O  -0.0281  -0.0332  0.008
O  0.0115  -0.016  -0.0021
O  0.0177  -0.0168  -0.0171
O  0.0003  -0.0226  -0.0043
O  0.0111  0.004  -0.0313
O  0.0078  -0.0087  -0.006
O  -0.0028  0.0076  -0.0316
O  0.0304  -0.0005  0.0227
O  -0.0034  -0.0192  -0.0112
O  0.0025  -0.0123  0.0178
O  0.0069  0.0023  -0.004
O  0.017  0.0104  0.001
O  -0.0242  0.0101  0.0238
O  0.0097  0.0023  0.0047
O  0.0004  -0.0149  -0.0032
O  -0.0036  -0.0132  -0.0073
O  0.0122  -0.0026  -0.0024
O  0.0048  -0.0112  0.0269
O  -0.0113  -0.0038  0.011
O  0.0029  0.0075  -0.0014
O  0.0001  0.0228  -0.0088
O  -0.0132  0.003  -0.0123
O  -0.0041  -0.0206  -0.0186
O  -0.0119  -0.003  0.0036
O  0.0156  0.0158  -0.0316
O  0.01  0.0143  -0.0035
O  0.0016  0.0041  0.0068
O  0.0052  0.0093  -0.0117
O  -0.0016  0  -0.0068
O  -0.007  0.0191  -0.0103
O  0.0253  -0.0089  -0.0064
O  -0.0095  0.001  -0.0283
O  -0.0094  -0.0132  0.0026
O  0.0071  -0.0035  -0.01
O  0.001  0.0304  0.0154
O  0.0138  0.0034  0.0154
O  -0.0002  0.0049  0.0016

The program warned: the cutoff lies below the one the program advises for these potential files; the exchange-correlation potential is rough where the density is thin.
